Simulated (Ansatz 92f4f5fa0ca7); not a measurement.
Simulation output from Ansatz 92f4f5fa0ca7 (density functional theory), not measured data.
Periodic cell of 150 atoms, Si88O58N4, from a study of silicon, its oxide and their interface. The atomic structure is a simulated model.

Settings: functional r2SCAN; potential files Ansatz norm-conserving; basis plane waves; wave-function cutoff 1300 eV; density cutoff ratio 4; exchange-correlation grid ratio 1; k mesh 2 x 2 x 1, shifted by 0.5 0.5 0.5 of a step; self-consistency stop 5e-08 eV per atom in the density residual; occupations Fermi-Dirac, 0.05 eV; spin none; net charge 0.

Cell vectors (angstrom)
a 10.88 0 0
b 0 10.88 0
c 0 0 20.7425

Atoms: element, x, y, z (angstrom)
Si 0.8017 0.0684 -0.3122
Si 2.7044 3.0774 0.0949
Si 0.3157 5.174 0.0177
Si 2.3104 8.4119 -0.233
Si 6.0254 -0.2951 -0.0421
Si 7.9209 2.8313 -0.4261
Si 5.6012 4.8707 -0.5183
Si 8.2372 8.2881 -0.21
Si 1.4854 1.5479 1.3067
Si 4.3314 4.236 1.2623
Si 1.4039 6.8012 1.3737
Si 4.2451 9.5188 1.1186
Si 7.0233 1.3077 1.2075
Si 9.4181 4.0883 1.1413
Si 6.9779 6.5828 0.913
Si 9.8426 9.5614 1.0661
Si -0.0736 2.6794 2.588
Si 2.7545 -0.1107 2.5218
Si 0.0498 8.2132 2.6564
Si 2.8587 5.4935 2.6419
Si 5.6037 2.7511 2.5006
Si 8.3277 -0.1945 2.436
Si 5.6349 8.0357 2.2847
Si 8.3062 5.4238 2.5749
Si 1.5033 3.9925 3.792
Si 4.1618 1.298 3.8161
Si 1.3733 9.5416 4.1374
Si 4.2083 6.9954 4.0403
Si 6.8318 4.1633 3.9313
Si 9.5497 1.216 3.9451
Si 6.8518 9.3443 3.7794
Si 9.4518 6.7734 3.9678
Si 0.0553 -0.0329 5.469
Si 2.8919 2.6256 5.3264
Si 0.0998 5.4477 5.1216
Si 2.9336 8.3729 5.4625
Si 5.5254 -0.0975 5.2625
Si 8.1702 2.5588 5.214
Si 5.4128 5.4857 5.4667
Si 8.1301 8.1637 5.3617
Si 1.4435 1.305 6.6765
Si 4.1419 4.0665 6.7089
Si 1.3741 6.7373 6.4839
Si 4.299 9.6594 6.9682
Si 6.698 1.2993 6.6945
Si 9.6075 3.9823 6.3841
Si 6.7669 6.8979 6.8866
Si 9.3871 9.5382 6.8184
Si -0.0397 2.6477 7.8399
Si 2.7531 0.1222 8.2486
Si 0.074 8.0745 7.8554
Si 2.667 5.3871 7.9744
Si 5.3696 2.5516 8.2596
Si 8.0293 0.0406 8.16
Si 5.5538 8.1228 8.4669
Si 8.3121 5.2332 7.7245
Si 1.1527 4.0498 9.188
Si 3.4823 1.9554 9.7889
Si 1.4599 9.2518 9.257
Si 3.6679 6.9857 9.4262
Si 7.1599 3.7465 9.2494
Si 9.2106 1.6735 9.3871
Si 6.6639 9.8037 9.8557
Si 9.8294 6.3429 9.1541
Si 7.0804 5.3892 11.6611
Si -1.4131 5.2048 15.9007
Si -3.828 -1.6281 15.3304
Si 11.4566 -2.2941 16.1384
Si 8.9969 3.3673 11.5801
Si 1.2096 -4.6467 14.4812
Si 3.4196 6.0207 12.5344
Si 1.2381 2.5357 11.7336
Si 6.6923 3.0084 13.1898
Si 4.921 0.6368 11.8938
Si 10.8721 10.7873 11.4832
Si -1.3724 -1.5702 13.76
Si 2.7092 3.789 14.1914
Si 3.4594 1.8436 16.433
Si 4.7008 7.5517 14.9012
Si 8.2375 -2.9379 11.4768
Si 4.5285 -0.5073 14.8623
Si 5.1226 2.0746 19.0265
Si 5.4183 5.9702 17.4379
Si 0.7943 11.6153 17.3483
Si 7.9734 7.6186 17.4914
Si 10.5762 -3.4633 18.8959
Si -3.741 3.6822 15.8551
Si 9.3835 2.7597 17.5088
O 0.6817 -2.4894 19.8246
O 0.659 0.4776 -1.8301
O 3.6498 2.3701 19.6402
O -3.0173 -1.8466 16.7212
O -0.0809 5.8909 19.3011
O 1.5127 4.0512 -0.6087
O 2.2034 10.0773 20.4179
O -0.5989 1.5093 16.878
O 6.9767 -1.5119 -0.6035
O 5.7937 0.547 19.2288
O 9.0432 2.7074 -1.6463
O -4.4112 7.1358 17.9114
O 4.7626 2.1042 17.4056
N 8.9361 7.8974 18.9884
N 6.3353 3.3188 -1.1026
O -0.3125 5.7803 14.7924
O 1.7695 2.7737 13.3314
O 3.6333 1.2642 11.2288
O -0.7345 -0.3458 12.9425
O 0.4908 9.5605 10.6157
O 2.6589 8.2176 9.7995
O 6.4463 4.545 12.8996
O 5.5804 10.571 10.7797
O 7.9067 2.6546 16.8414
O 6.4937 4.9147 10.2764
O 9.8243 0.7981 10.6174
O 6.9779 6.9856 11.9873
O 7.7923 9.4265 10.9575
O 9.0044 7.2692 10.2198
O 12.1225 0.9336 11.6582
O 10.1213 4.1735 16.9733
O 8.2104 -8.2551 12.7914
O 0.2293 5.3392 9.8395
O -4.5588 2.8016 14.7957
O 10.2039 -1.9718 15.1672
O 3.8298 -12.8561 15.0985
O 4.445 6.5794 16.2363
O 3.8749 6.2126 10.9879
N 8.3775 2.8458 10.119
O 3.5552 -6.4372 12.9551
O 6.3371 -3.0117 14.9045
O 4.6507 -0.1838 13.2592
O -5.19 2.0323 12.3931
O 12.6485 17.2675 12.9235
O -0.2551 3.098 11.7713
N 2.0769 13.9381 10.3136
O 1.9118 4.9037 15.0644
O 8.3114 4.5158 15.0451
O 5.9759 -0.4591 15.5993
O 8.744 15.8533 11.7227
O 15.1569 6.9367 13.4894
O 3.4555 -10.4622 15.6194
O 1.0083 -0.732 16.6105
O 0.1741 7.6026 17.3662
O 3.5925 2.9406 15.2704
O -2.7632 -1.0205 14.2914
O 9.35 -2.7886 12.6521
O 12.8533 -9.0107 17.1457
O 1.5932 -3.2639 15.3368
O 6.123 4.5918 16.7894
O 4.7538 5.4646 18.8215
O 8.7715 6.4862 16.6106

Results
free energy: -38441.047 eV
free energy less fixed offsets of N -289.75, O -463.61, Si -117.95 eV per atom: -13.067 eV
pressure: -2.27 GPa
stress xx, yy, zz, yz, xz, xy (GPa, positive in tension): 1.71, 1.7, 3.4, -0.25, -1.32, -0.36

Forces (eV/angstrom), in the order of the atoms: element, x, y, z
Si -0.6692 -0.77 1.5233
Si -0.0609 0.4851 -1.1093
Si 1.4286 -0.7596 -1.7501
Si -1.2787 0.4854 0.8378
Si -0.6569 -0.0029 -2.0565
Si 0.1108 0.2684 0.0725
Si 0.2252 0.5416 -1.4601
Si -0.8295 0.9886 -0.5072
Si 0.0988 -0.687 0.0971
Si -1.3595 0.1769 0.3333
Si 0.4418 -0.1274 -0.3363
Si 0.1315 -0.4367 -0.7076
Si 0.7355 0.3116 0.2425
Si 0.5826 -0.9342 -0.6657
Si 0.1601 -0.2367 -0.2726
Si 0.2104 0.1791 -0.8615
Si -0.0921 0.2205 -0.2777
Si -0.0959 0.6999 0.5323
Si -0.306 -0.4445 0.5047
Si 0.8303 0.6784 0.2649
Si -0.1135 -0.5622 0.4257
Si 0.242 0.8096 1.0632
Si -0.9798 -0.7584 0.816
Si -1.6744 0.2234 -0.4464
Si -0.369 0.1101 1.0758
Si 0.3873 -0.1837 0.5345
Si 0.8444 -0.3158 -1.1449
Si 0.0734 -0.8356 -0.7343
Si 0.2571 -0.5541 0.6581
Si 0.2458 -0.6258 -0.1489
Si 0.4377 0.7408 0.4408
Si 1.1023 1.2028 0.1595
Si -1.3463 0.1904 -0.4099
Si -0.8061 0.2747 -0.7459
Si -0.0538 -1.0878 -0.584
Si -0.6828 -0.9543 0.1262
Si -0.2696 0.0879 -0.667
Si -0.8499 1.0471 0.1686
Si 0.9995 0.6831 -0.9969
Si -0.2909 -0.2475 0.1419
Si 0.5622 0.1726 0.2943
Si -0.0538 -0.5717 0.9241
Si 1.4089 0.9341 0.2788
Si -0.3127 -0.4904 -0.0093
Si 0.5534 -0.0785 -0.1124
Si 0.4892 -0.3005 -0.5928
Si 0.7897 -0.9577 -0.6417
Si 0.9631 -0.1762 -0.4017
Si -0.7127 -0.0655 0.6117
Si -0.3635 0.4617 0.3519
Si -0.9754 -0.7067 0.2347
Si -0.1404 0.1008 -0.223
Si -0.3109 1.1335 -0.0406
Si -0.7277 0.4088 0.373
Si -0.528 0.583 0.2678
Si -0.8975 0.3613 1.2811
Si 0.3188 1.738 0.348
Si -2.0061 0.1192 -1.2149
Si 0.2487 -0.2907 1.417
Si 0.0746 -0.8948 2.0589
Si -0.3746 1.6128 -0.7354
Si 2.5612 -3.6711 -2.1886
Si 0.3216 -0.0911 -1.3596
Si 1.795 -0.1008 0.4498
Si 1.9551 0.5329 2.3801
Si 2.016 1.9019 -1.0636
Si 1.143 1.1885 1.022
Si -0.185 1.3504 0.3996
Si 2.8979 0.5241 2.4077
Si -0.0192 0.3648 0.1576
Si -2.4216 -0.7859 -0.884
Si 1.034 -0.3137 2.6987
Si -1.0987 -2.2542 1.7066
Si 1.3593 1.3153 2.5092
Si -0.2966 2.1105 0.8316
Si 0.5892 -0.4262 -0.0252
Si -0.057 -1.3874 -0.0323
Si 0.1681 -0.1636 -0.2114
Si 0.0858 -0.7202 1.5689
Si 0.9864 -0.3719 0.0657
Si -1.3476 0.4128 0.0746
Si 0.8722 -0.4481 -1.1968
Si 0.6285 -1.0419 -1.7504
Si -0.5022 0.2907 -1.4257
Si 1.1262 -0.2587 1.3541
Si 0.6335 1.3809 -0.1274
Si -0.9837 0.1285 1.1956
Si 0.4518 -0.4754 -1.4351
O 0.33 -1.3838 -1.0556
O -0.7945 0.2542 0.016
O -0.401 0.0044 1.0006
O -0.1918 -0.7488 -0.0004
O -0.0333 -0.8642 1.2651
O -0.3368 0.4058 1.5803
O 0.0919 -0.4439 0.1291
O 0.2086 0.2614 1.2942
O 0.7891 -0.3429 0.8116
O -1.2193 1.1847 1.2379
O 0.2724 -0.3321 0.4599
O 0.478 -0.5313 -0.5829
O -0.5789 -0.2828 0.475
N -0.7188 -0.5044 -0.7286
N -0.6082 0.1143 0.4305
O -1.3392 0.3415 0.5141
O -0.3675 0.2487 -1.3506
O 0.2046 -0.1217 -0.0572
O 1.4277 -0.183 -1.228
O 0.9567 -0.9862 -1.0507
O -0.6051 0.3804 -0.331
O -0.4916 1.5761 -1.1174
O -0.0919 0.4534 -0.2939
O 0.3295 0.2497 -0.0191
O -0.1566 -0.9164 -1.1626
O -0.2886 -0.3615 -0.2805
O 0.8252 0.1709 -1.0747
O 0.1885 -1.422 0.7823
O -0.276 -0.4045 0.1555
O -0.9715 -1.3921 0.2387
O -1.0268 -0.9226 0.4729
O 0.1356 -0.0468 -0.1183
O -1.2344 -0.0427 -0.9819
O 0.7259 0.2575 -1.5927
O 0.4524 -0.4644 -1.0787
O 1.6012 0.275 -0.5374
O 0.7216 0.1549 0.0048
O -0.4579 0.8167 -0.9296
N -2.445 2.0944 -0.0737
O 0.5513 1.1509 0.3661
O -1.0685 -0.0299 -0.431
O -0.0791 -0.3801 0.2345
O 0.123 -1.2219 -0.9612
O 1.027 -0.1314 0.402
O -2.0742 0.8867 -0.735
N 0.7362 0.1167 -0.5762
O 1.4861 -0.4383 -0.2108
O -1.2645 -0.6528 0.344
O -0.7544 -0.1471 -0.6694
O -1.9378 -0.0658 -0.4984
O 1.0344 0.3744 0.8552
O 0.8726 0.7858 0.4757
O -0.0999 -0.5801 0.249
O 0.2229 0.8715 -0.0972
O -0.7055 1.114 -0.7349
O -1.6495 -0.2853 -0.5023
O -0.5312 0.5972 0.9385
O 0.5619 -1.1075 -0.2949
O -0.2424 -0.7822 -1.1032
O 0.6198 1.2213 -0.4415
O 0.4151 -0.3061 1.6848
O -0.8239 0.5106 0.7678

The program warned: the forces do not sum to zero within the program's tolerance.
